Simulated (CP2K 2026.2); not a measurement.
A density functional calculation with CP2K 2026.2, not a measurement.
Periodic cell of 498 atoms, Si360O138, from a study of silicon, its oxide and their interface. The atomic structure is a simulated model.
Doubt: the forces sum to 1.16 eV/angstrom along one axis rather than to zero, so they err by at least 0.0023 eV/angstrom per atom on average; the grid cutoff is modest.

Settings: functional PBE; method Gaussian and plane waves; basis set DZVP-MOLOPT-SR-GTH; pseudopotentials GTH-PBE; grid cutoff 300 Ry, relative cutoff 40 Ry; k points Gamma only; occupations fixed; spin none; net charge 0.

Cell vectors (angstrom)
a	16.32	0	0
b	0	16.32	0
c	6.3475	-2.0046	33.8096

Atoms and the computed forces on them: element, x, y, z (angstrom), force x, y, z (eV/angstrom)
Si	-2.404	-1.176	-0.188	0.408	-0.175	0.556
Si	1.867	0.897	1.647	0.112	-0.281	0.496
Si	-1.422	4.101	1.453	0.127	0.077	0.599
Si	3.808	3.67	-3.414	-0.067	-0.126	-0.012
Si	-2.038	-6.231	1.548	-0.081	0.19	0.661
Si	0.675	-3.406	1.533	-0.132	0.052	0.579
Si	3.576	-0.821	1.518	-0.035	0.013	-0.011
Si	6.558	1.52	1.308	0.195	-0.118	0.705
Si	4.371	3.741	1.447	-0.179	0.051	0.73
Si	7.023	6.41	1.115	-0.092	0.234	0.684
Si	1.61	7.221	0.683	0.051	-0.023	0.054
Si	4.824	10.32	2.824	-0.043	-0.002	-0.042
Si	-8.294	-0.433	-4.09	0.106	-0.032	-0.001
Si	-6.943	-2.256	0.237	0.475	-0.173	0.465
Si	-7.007	4.207	1.204	0.376	-0.347	0.132
Si	-4.569	7.262	1.549	-0.111	0.172	0.614
Si	-6.264	-7.34	1.473	0.108	-0.142	0.572
Si	-3.74	-4.503	1.584	0.035	0.011	-0.037
Si	0.013	-0.03	2.804	0.022	0.004	-0.074
Si	2.827	2.644	2.864	-0.008	-0.023	-0.049
Si	0.071	5.386	2.737	-0.423	-0.209	0.306
Si	3.125	8.609	2.857	0.139	0.178	0.531
Si	-0.144	-5.325	2.681	0	0.015	-0.105
Si	2.561	-2.594	2.748	0.012	-0.022	-0.097
Si	5.399	0.044	2.724	0.008	-0.02	-0.045
Si	-8.154	2.683	2.618	-0.033	-0.018	-0.02
Si	5.499	5.407	2.639	-0.006	-0.004	-0.059
Si	-8.186	8.054	2.5	0.021	0.029	-0.055
Si	-9.651	-3.435	-0.751	-0.181	0.127	-0.056
Si	-7.46	-2.138	2.629	0.043	0.026	0.022
Si	-5.798	-0.409	2.912	-0.178	-0.193	0.485
Si	-2.707	2.823	2.927	0.333	0.293	0.231
Si	-5.521	5.419	2.656	0.056	0.022	-0.031
Si	-2.825	8.244	2.807	-0.012	-0.014	-0.081
Si	-5.409	-5.562	2.795	-0.064	-0.032	0.003
Si	-2.735	-2.837	2.93	0.001	-0.018	-0.022
Si	-1.31	1.391	4.142	0.029	0.001	0.034
Si	1.396	4.033	4.125	0.003	-0.007	0.015
Si	-1.334	6.843	4.011	0.011	-0.015	0.02
Si	1.319	9.625	4.007	-0.013	0.016	0.023
Si	-1.372	-4.123	4.295	-0.011	0.016	-0.048
Si	1.332	-1.319	4.265	-0.035	0.009	-0.007
Si	4.174	1.354	4.251	0.011	-0.013	-0.034
Si	6.833	4.054	4.053	0.045	0.01	-0.016
Si	4.141	6.806	4.012	-0.017	-0.016	0.017
Si	6.765	9.449	3.89	-0.004	-0.004	0.008
Si	2.639	10.956	5.449	0.015	-0.033	0.012
Si	-9.42	-1.356	3.878	0.041	0.002	0.022
Si	-6.827	1.362	4.056	0.023	-0.008	0.022
Si	-4.141	4.177	4.133	-0.031	0.017	-0.005
Si	-6.897	6.757	4.044	0.025	-0.035	-0.018
Si	-4.128	-6.828	4.284	0.022	0.017	-0.013
Si	-6.748	-4.016	3.949	-0.029	0.031	0.079
Si	-4.086	-1.4	4.166	-0.041	0.057	0.046
Si	-2.711	0.012	5.455	-0.002	0.028	0.016
Si	0.045	2.713	5.511	-0.019	0.026	0.032
Si	-2.711	5.512	5.426	0.038	0.005	0.018
Si	0.011	8.206	5.383	0.008	-0.052	0.018
Si	-2.737	-5.484	5.6	-0.002	0.004	0.024
Si	-0.015	-2.711	5.578	0.019	-0.011	0.015
Si	2.752	0.014	5.546	0.003	0.029	0.003
Si	5.504	2.758	5.511	0.018	0.014	0.01
Si	2.763	5.462	5.396	-0.032	0.013	0.01
Si	5.503	8.125	5.408	-0.009	0.032	-0.018
Si	3.966	12.231	3.981	0.009	0.018	0.002
Si	5.481	-2.747	5.255	0.019	-0.024	-0.059
Si	-8.209	0.014	5.41	0.03	-0.047	-0.032
Si	-5.47	2.731	5.428	0.033	-0.011	0.01
Si	-8.178	5.408	5.456	-0.022	0.015	-0.005
Si	-5.533	8.093	5.472	-0.014	-0.032	0.02
Si	-8.207	-5.408	5.245	-0.002	0.018	-0.053
Si	-5.424	-2.789	5.494	-0.036	-0.015	-0.005
Si	-1.389	-1.335	6.865	-0.005	0.007	0.017
Si	1.391	1.372	6.883	-0.01	-0.006	0.004
Si	-1.367	4.108	6.786	-0.002	-0.002	-0.007
Si	1.377	6.825	6.738	-0.01	0.021	0.001
Si	-1.331	9.479	6.858	-0.015	0.015	-0.007
Si	1.352	12.253	6.897	-0.018	0.004	0.028
Si	4.149	-1.407	6.756	0.018	-0.014	-0.001
Si	6.82	1.358	6.842	-0.011	0.012	0.02
Si	4.096	4.118	6.808	0.01	-0.018	0.005
Si	-9.515	6.782	6.819	0.006	-0.014	0.012
Si	4.076	9.529	6.709	-0.019	-0.006	-0.019
Si	-9.537	12.227	6.69	0.002	-0.008	0.021
Si	-6.821	-1.364	6.758	0.002	-0.016	-0.023
Si	-4.093	1.377	6.786	-0.001	-0.019	-0.006
Si	-6.811	4.067	6.817	0.012	0	0.003
Si	-4.1	6.803	6.826	-0.007	0.006	-0.019
Si	-6.878	-6.773	6.723	0.016	0.019	0.005
Si	-4.091	-4.098	6.9	0.015	0.027	0.012
Si	0.001	0.012	8.202	0.001	-0.017	0.011
Si	2.747	2.755	8.19	0.013	0.013	0.007
Si	0.011	5.471	8.127	0.003	0.004	-0.013
Si	2.732	8.177	8.113	0	0.002	-0.006
Si	-0.004	10.871	8.214	-0.009	0	0.015
Si	2.767	-2.71	8.173	0.02	-0.016	0.005
Si	5.445	-0.018	8.159	0.007	0.002	-0.005
Si	-8.151	2.714	8.194	0.003	-0.007	0.008
Si	-10.878	5.45	8.186	-0.016	0.01	0.012
Si	-8.171	8.177	8.144	-0.007	0.012	-0.007
Si	-10.887	10.88	8.092	0.01	0.024	0.001
Si	-8.185	-2.736	8.101	-0.018	-0.005	-0.004
Si	-5.456	-0.001	8.133	-0.004	-0.016	-0.014
Si	-2.73	2.739	8.147	0.004	-0.004	-0.007
Si	-5.442	5.425	8.173	0.003	-0.023	0.002
Si	-2.732	8.149	8.192	0.015	0.006	0.001
Si	-5.495	-5.474	8.162	-0.002	-0.006	-0.009
Si	-2.732	-2.709	8.217	-0.005	-0.01	0.012
Si	-1.375	1.396	14.984	-0.014	0.003	-0.005
Si	1.325	4.098	14.995	0.002	-0.008	-0.001
Si	-1.342	6.798	14.97	-0.021	0.014	-0.007
Si	1.397	9.525	14.961	-0.017	-0.004	-0.006
Si	-1.349	-4.034	14.955	-0.001	0.002	-0.006
Si	1.348	-1.335	14.943	-0.015	0.003	-0.013
Si	4.036	1.355	14.953	-0.013	0.015	-0.012
Si	-9.552	4.053	14.943	0.007	0	-0.006
Si	4.05	6.8	14.978	-0.003	-0.012	0.005
Si	-9.539	9.516	14.937	-0.006	0.022	-0.002
Si	4.094	-4.086	14.96	0.023	0	-0.001
Si	6.813	-1.39	14.954	0.011	-0.007	-0.007
Si	-6.791	1.335	14.97	-0.006	-0.004	-0.003
Si	-4.066	4.04	14.978	0.005	-0.01	-0.006
Si	-6.795	6.794	14.901	0.008	-0.019	-0.018
Si	-4.048	9.545	14.932	0.01	-0.017	-0.02
Si	-6.796	-4.07	14.959	-0.006	0.014	0.005
Si	-4.063	-1.319	14.983	-0.02	0.01	0.009
Si	-2.715	0.055	16.373	0.041	0.008	-0.005
Si	-0.07	2.78	16.375	0	0.013	0.015
Si	-2.683	5.4	16.316	0.03	-0.001	0.008
Si	0.041	8.162	16.31	0.006	-0.022	-0.004
Si	-2.694	-5.402	16.304	-0.014	0.002	-0.004
Si	-0.003	-2.659	16.328	0.002	0.028	-0.02
Si	2.668	0.017	16.334	0.007	-0.007	-0.008
Si	5.379	2.707	16.311	0	-0.015	0.003
Si	2.683	5.447	16.362	-0.026	0.005	0.02
Si	5.414	8.175	16.312	0.009	-0.009	0.009
Si	2.754	10.879	16.339	-0.001	-0.007	0.007
Si	5.448	-2.728	16.322	-0.016	-0.003	0
Si	-8.138	-0.054	16.318	-0.002	-0.014	-0.009
Si	-5.425	2.67	16.349	0.007	-0.018	0.007
Si	-8.145	5.413	16.238	-0.009	0.034	-0.023
Si	-5.421	8.159	16.23	0.007	0.036	-0.022
Si	-8.168	-5.455	16.28	0.003	-0.015	-0.001
Si	-5.43	-2.693	16.313	0.006	-0.01	0
Si	-1.36	-1.306	17.728	0.013	0.006	-0.015
Si	1.26	1.379	17.68	-0.019	-0.021	0.001
Si	-1.381	4.133	17.849	0.009	0.023	-0.006
Si	1.314	6.794	17.758	-0.024	0.021	-0.029
Si	-1.256	-6.725	17.62	-0.02	0.035	0.004
Si	1.412	-4.004	17.632	-0.036	0.023	-0.029
Si	4.063	-1.354	17.649	0.015	-0.006	-0.02
Si	-9.579	1.279	17.588	-0.035	-0.017	-0.004
Si	4.018	4.057	17.708	-0.011	0.02	0.039
Si	-9.503	6.775	17.563	0.022	-0.01	-0.015
Si	4.073	9.501	17.75	0	-0.002	0.021
Si	-9.51	-4.113	17.666	0.027	0.01	0.004
Si	-6.747	-1.354	17.739	-0.003	-0.027	-0.02
Si	-4.046	1.392	17.807	-0.035	-0.005	0.027
Si	-6.826	4.048	17.619	0.01	-0.046	0.034
Si	-4.069	6.785	17.556	0	0.009	0.005
Si	-6.778	9.495	17.586	0.008	-0.005	-0.001
Si	-4.081	-4.056	17.658	0.01	0	-0.028
Si	-0.079	0.101	19.146	-0.026	0.011	-0.019
Si	2.569	2.715	19.059	-0.014	0.002	-0.008
Si	-0.022	5.516	19.262	0.016	-0.009	0.037
Si	2.67	8.133	19.118	-0.01	0.003	0.055
Si	0.108	-5.335	19.004	0.007	-0.016	0.031
Si	2.738	-2.674	19.047	-0.024	0.013	0.017
Si	5.395	-0.024	19.022	0.009	0.003	-0.005
Si	-8.229	2.625	18.883	0.036	0.036	-0.007
Si	5.476	5.447	18.934	0.012	0.015	0.015
Si	-8.12	8.099	18.902	0	0.004	-0.057
Si	5.477	10.87	19.078	-0.029	0.015	0.048
Si	-8.121	-2.783	19.02	0.022	0.002	-0.019
Si	-5.348	-0.043	19.168	0.002	-0.021	-0.02
Si	-2.79	2.837	19.259	-0.011	0.026	0.001
Si	-5.434	5.439	18.912	-0.033	0.057	-0.021
Si	-2.647	-8.158	18.803	0.012	-0.018	0.029
Si	-5.473	-5.438	18.948	0.001	0.033	-0.054
Si	-2.726	-2.7	19.028	-0.029	0.014	-0.028
Si	-1.47	1.435	20.628	-0.004	0.005	0.079
Si	1.304	4.049	20.623	0.004	0.07	0.05
Si	-1.473	7.003	20.483	0.001	0	0.055
Si	1.401	-6.688	20.461	0.005	-0.031	-0.023
Si	-1.323	-4.01	20.34	-0.059	-0.025	-0.054
Si	1.386	-1.26	20.388	0.027	-0.017	-0.029
Si	2.739	0.035	21.833	-0.043	0.027	0.025
Si	-9.57	3.968	20.247	-0.053	-0.04	-0.064
Si	4.106	6.716	20.356	0	-0.06	-0.023
Si	-9.418	9.404	20.294	0.076	0.001	-0.019
Si	4.1	-4.049	20.42	-0.009	0.044	0.007
Si	6.795	-1.438	20.305	0.029	0.016	-0.005
Si	-6.786	1.439	20.294	-0.006	0.007	0.022
Si	-4.195	4.319	20.563	-0.002	0.016	0.107
Si	-7.937	5.015	21.537	0.04	0.035	0.074
Si	-4.031	-6.847	20.095	0.006	0.021	-0.045
Si	-6.818	-4.189	20.414	-0.055	0.004	-0.011
Si	-4.006	-1.492	20.581	0.033	-0.03	0.014
Si	-2.736	-0.056	22.019	-0.019	-0.006	0.023
Si	-0.071	2.716	22.096	0.343	-0.235	-0.401
Si	-10.159	5.27	-4.091	0.147	0.049	-0.02
Si	-0.545	8.889	21.605	0.044	0.014	-0.007
Si	-2.362	-5.829	21.401	0.175	-0.158	-0.416
Si	0.033	-2.627	21.674	0.011	0.007	0.052
Si	3.983	1.357	20.336	0.028	-0.023	-0.043
Si	4.992	3.053	21.576	0.058	-0.029	0.126
Si	3.316	4.844	21.627	-0.069	0.002	-0.024
Si	5.586	8.019	21.62	0.034	-0.055	-0.009
Si	4.771	-6.538	23.064	0.033	-0.028	0.08
Si	5.557	-2.797	21.792	0.005	-0.009	0.049
Si	-8.205	0.052	21.51	0.09	-0.088	-0.69
Si	-6.056	3.284	21.609	-0.033	0.007	-0.008
Si	-6.827	6.708	20.267	0.05	-0.05	0.043
Si	-5.133	-8.435	21.42	0.004	-0.056	0.05
Si	-8.015	-5.735	21.767	-0.074	-0.006	-0.032
Si	-5.27	-3.139	21.821	0.023	0.037	0.157
Si	1.851	-6.865	25.938	0.048	0.094	0.074
Si	1.314	1.29	23.345	0.258	0.225	-0.526
Si	-3.314	6.273	21.785	0.044	0.003	-0.039
Si	-2.837	6.527	24.132	0.186	0.39	-0.463
Si	-2.418	-7.793	25.405	-0.102	-0.406	-0.386
Si	1.31	-4.049	22.963	0.322	-0.102	-0.572
Si	4.362	-1.149	23.061	-0.184	-0.512	-0.121
Si	3.9	5.442	23.773	-0.104	-0.141	-0.473
Si	-0.087	-6.625	23.746	-0.097	-0.404	-0.54
Si	-7.49	7.413	24.846	0.153	0.089	0.05
Si	2.9	-5.454	21.883	0.046	-0.05	-0.012
Si	6.55	-4.665	23.026	0.075	-0.052	0.088
Si	-7.397	-5.229	27.252	0.051	0.173	-0.041
Si	-0.874	-1.022	23.173	-0.203	-0.058	-0.657
Si	1.609	4.166	-5.625	-0.509	-0.506	0.091
Si	-6.413	-1.837	23.354	0.406	-0.431	-0.46
Si	-6.173	-6.911	22.901	0.117	0.282	-0.434
Si	0.521	-4.965	-4.937	-0.13	0.103	0.014
Si	4.459	7.4	-5.496	-0.083	0.052	0.014
Si	-3.841	-3.067	27.499	-0.041	-0.061	0.13
Si	-4.212	1.057	0.821	-0.185	-0.191	0.041
Si	1.977	3.621	25.441	0.024	-0.157	-0.02
Si	4.307	-1.342	-0.662	-0.17	0.11	0.584
Si	-8.282	1.542	25.179	-0.042	0.007	0.129
Si	3.282	-0.456	-5.68	-0.11	0.019	0.077
Si	-4.373	4.389	-2.821	-0.041	0.015	0.041
Si	-4.53	-5.579	26.162	0.063	0.083	-0.054
Si	-5.367	-7.229	-4.084	0.089	-0.027	-0.072
Si	-6.988	-7.239	-1.583	-0.082	0.086	-0.018
Si	-4.707	-3.377	-0.274	-0.339	-0.208	0.573
Si	-2.254	-0.972	25.82	0.366	0.383	0.382
Si	7.717	-3.629	24.831	-0.323	-0.225	-0.47
Si	-0.913	-0.297	27.607	-0.484	-0.076	-0.439
Si	-4.621	-5.051	23.191	-0.437	0.013	-0.517
Si	-1.891	-3.073	-4.46	-0.117	-0.016	0.013
Si	-9.573	6.268	22.821	0.036	-0.087	-0.565
Si	-0.903	-7.863	-0.697	-0.074	-0.043	0.082
Si	2.062	-1.366	27.25	0.083	-0.162	0.046
Si	0.525	2.649	-0.471	0.076	-0.125	0.015
Si	0.047	2.468	-5.265	0.308	0.532	-0.072
Si	-10.638	-6.884	-3.738	0.127	-0.086	0.058
Si	-6.121	2.99	-0.691	-0.238	0.31	0.482
Si	-5.396	5.18	25.289	-0.103	-0.09	-0.091
Si	3.233	-2.304	24.753	0.395	0.308	-0.403
Si	1.008	-7.249	-2.936	0.087	0.027	0.002
Si	-0.946	4.059	24.778	-0.009	-0.112	0.02
Si	-9.438	7.203	-1.818	-0.052	0.023	-0.035
Si	-8.946	-1.151	26.35	-0.035	-0.064	0.055
Si	1.306	7.232	-5.294	0.106	-0.038	-0.138
Si	3.471	-6.197	-1.898	0.066	-0.034	0.203
Si	3.429	0.628	-2.732	-0.04	-0.03	-0.007
Si	-1.422	2.855	27.623	0.018	-0.036	-0.062
Si	-2.881	6.082	-0.637	-0.096	0.055	0.098
Si	5.939	1.579	23.216	-0.516	0.509	-0.27
Si	-8.565	-4.889	-3.047	0.388	0.36	-0.185
Si	4.778	-5.312	0.618	-0.057	-0.303	0.556
Si	-4.224	0.384	23.911	0.03	0.501	-0.557
Si	0.525	0.834	-2.819	-0.352	-0.387	-0.007
Si	-9.699	7.393	26.724	0.025	0.038	-0.021
Si	-1.364	-0.42	-2.957	0.534	0.26	-0.013
Si	2.594	-3.708	-0.659	-0.105	0.066	0.107
Si	-5.124	6.21	-5.367	0.05	0.092	-0.073
Si	4.272	-8.087	24.84	0.145	0.509	-0.316
Si	2.941	-4.196	26.842	0.056	0.037	0.113
Si	-1.086	-1.779	1.651	-0.062	-0.02	-0.069
Si	-2.758	2.018	-4.148	0.12	-0.037	0.005
Si	-7.973	0.445	-1.071	0.025	0.036	0.082
Si	-7.149	-3.434	-4.262	-0.401	-0.283	0.383
Si	-5.608	2.41	23.734	0.331	-0.26	-0.448
Si	2.613	4.92	-0.928	0.007	-0.118	0.053
Si	-4.389	-4.469	-3.186	0.007	-0.094	-0.023
Si	-0.551	-7.654	27.687	0.06	0.065	-0.037
Si	-1.371	1.385	9.522	-0.004	0.006	0.008
Si	1.357	4.112	9.512	-0.001	0.003	0.006
Si	-1.353	6.795	9.525	-0.017	-0.013	0.002
Si	1.381	9.511	9.522	0.012	0	0.004
Si	-1.364	-4.076	9.557	0.001	0.01	-0.001
Si	1.384	-1.353	9.533	0.005	0.009	-0.007
Si	4.091	1.356	9.527	-0.011	-0.007	-0.007
Si	-9.524	4.076	9.54	-0.004	-0.011	-0.008
Si	4.069	6.819	9.508	0.004	0.008	0.009
Si	-9.538	9.529	9.49	-0.014	-0.023	0.001
Si	4.103	-4.092	9.511	-0.004	-0.009	0.002
Si	-9.515	-1.379	9.505	0.012	0	0.004
Si	-6.794	1.347	9.529	0.004	0.011	0.013
Si	-4.083	4.076	9.533	-0.007	0.002	0.012
Si	-6.803	6.812	9.513	0.017	0.017	-0.014
Si	-4.101	-6.802	9.534	0	0.006	-0.004
Si	-6.832	-4.081	9.497	0.004	0.006	-0.004
Si	-4.105	-1.342	9.528	0.002	0.003	0.007
Si	-2.729	0.015	10.873	-0.015	0.003	-0.005
Si	-0.005	2.745	10.871	-0.006	0.004	-0.002
Si	-2.711	5.436	10.881	0.011	-0.008	0
Si	0.008	8.163	10.879	0.007	0.006	-0.006
Si	-2.735	-5.434	10.898	-0.003	0.014	0.006
Si	0.016	-2.711	10.895	0.008	-0.02	0.005
Si	2.723	0.015	10.899	-0.008	0.01	0.016
Si	-10.88	2.713	10.901	0.011	0	0.008
Si	2.716	5.459	10.876	-0.007	0.018	-0.001
Si	-10.886	8.17	10.862	-0.009	0.017	0
Si	2.732	-5.44	10.876	0.004	-0.011	0.007
Si	-10.874	-2.724	10.875	-0.001	0	0.001
Si	-8.162	-0.017	10.875	0.006	-0.009	-0.002
Si	-5.442	2.712	10.885	0.01	-0.022	0.004
Si	-8.16	5.445	10.883	-0.004	-0.003	-0.002
Si	-5.442	8.15	10.896	0.009	-0.022	0.009
Si	-8.176	-5.441	10.861	-0.005	0.005	-0.013
Si	-5.461	-2.722	10.864	-0.003	0.01	-0.005
Si	-1.358	-1.333	12.235	-0.002	0.02	-0.004
Si	1.346	1.385	12.236	-0.007	-0.005	-0.003
Si	-1.359	4.086	12.248	-0.011	0.001	0.004
Si	1.36	6.807	12.241	-0.005	-0.008	0.005
Si	-1.348	9.528	12.244	-0.001	-0.009	0
Si	1.373	-4.08	12.245	0.006	0.003	0.003
Si	4.086	-1.363	12.244	0.005	-0.015	0
Si	-9.52	1.34	12.247	-0.002	0.003	-0.006
Si	-12.26	4.085	12.243	-0.015	-0.007	-0.001
Si	-9.539	6.8	12.229	0	0.012	-0.007
Si	-12.235	9.521	12.233	0.011	-0.003	-0.001
Si	-9.518	-4.084	12.228	0.003	-0.005	0.001
Si	-6.8	-1.366	12.239	-0.002	-0.007	-0.001
Si	-4.083	1.359	12.241	0.002	0.012	0.007
Si	-6.803	4.071	12.245	0.015	0.001	0.001
Si	-4.067	6.791	12.245	0.007	-0.001	0.003
Si	-6.808	9.529	12.231	-0.006	0.007	0.002
Si	-4.089	-4.054	12.242	-0.008	0	0.002
Si	-0.014	0.037	13.606	0.011	0.021	-0.006
Si	2.685	2.738	13.614	-0.012	0	-0.002
Si	0.003	5.45	13.6	0.004	-0.001	0.007
Si	2.727	8.162	13.591	0.012	0.025	-0.002
Si	0.012	10.891	13.616	-0.005	0.004	0
Si	2.723	-2.718	13.61	-0.01	-0.005	0.013
Si	5.436	-0.008	13.619	0.007	-0.009	0.012
Si	-8.162	2.699	13.607	0.002	-0.008	0.004
Si	-10.902	5.443	13.604	0	0.002	-0.002
Si	-8.175	8.16	13.575	-0.007	-0.007	-0.003
Si	-10.88	10.885	13.583	-0.004	-0.002	-0.007
Si	-8.157	-2.734	13.585	-0.013	-0.008	-0.004
Si	-5.436	-0.005	13.597	0.003	-0.008	-0.011
Si	-2.724	2.715	13.591	-0.005	-0.018	-0.006
Si	-5.416	5.413	13.599	0.001	0.009	0.002
Si	-2.699	8.157	13.599	-0.007	-0.006	-0.01
Si	-5.439	-5.426	13.592	0.006	0.015	0
Si	-2.719	-2.684	13.6	0.01	0.01	-0.004
O	-2.298	5.088	0.496	-0.019	-0.062	-0.006
O	1.219	6.153	1.831	0.393	-0.146	0.043
O	2.729	-8.109	1.3	0.119	0.079	-0.388
O	4.431	-0.078	-1.678	0.251	0.224	-0.14
O	-9.992	6.858	-0.317	-0.551	-0.003	-0.054
O	-8.15	5.304	0.703	0.168	-0.003	-0.399
O	-1.046	3.357	23.305	-0.713	-0.274	-0.179
O	-8.096	-3.162	-0.476	0.46	-0.098	-0.021
O	-3.697	1.761	2.161	0.204	0.237	0.218
O	1.734	-4.288	-5.721	0.227	-0.112	-0.166
O	4.389	-6.375	-0.562	0.269	-0.7	-0.048
O	-7.476	-0.863	22.63	0.042	-0.241	0.168
O	-0.513	-3.888	-4.357	0.171	-0.016	0.38
O	-7.313	-4.119	-5.742	-0.544	0.45	-0.28
O	0.619	4.411	25.029	0.052	0.54	-0.073
O	-6.703	5.949	-5.631	0.011	0.463	0.088
O	-4.691	-4.381	-1.586	-0.044	-0.173	0.137
O	1.102	-3.597	-0.058	-0.365	-0.116	-0.441
O	5.394	3.887	-3.712	0.344	-0.507	0.054
O	-5.241	3.726	24.622	0.027	-0.067	-0.041
O	-10.137	-0.453	27.204	-0.37	0.068	-0.081
O	-2.975	-2.277	26.42	0.128	-0.31	-0.289
O	-5.118	4.932	26.84	0.433	-0.306	0.318
O	-7.084	-0.775	-0.472	0.558	-0.047	-0.093
O	2.379	-7.381	-2.069	0.125	-0.654	0.248
O	-1.4	2.781	-4.612	-0.162	0.813	0.13
O	0.578	-0.78	27.227	-0.037	-0.304	-0.107
O	-6.671	-6.586	-4.818	-0.599	-0.221	0.248
O	-5.668	3.953	-1.93	-0.321	0.215	-0.224
O	-3.073	-5.512	22.869	0.31	-0.09	0.304
O	-10.293	-7.982	-2.591	-0.19	-0.112	0.034
O	0.286	8.063	0.326	-0.034	0.161	0.237
O	3.472	6.964	24.18	-0.499	0.135	-0.23
O	3.305	4.384	24.878	0.311	0.02	0.38
O	-7.968	7.802	-1.555	0.169	-0.321	0.125
O	-3.682	3.038	-3.341	-0.164	-0.244	0.153
O	-4.137	6.882	-0.003	-0.528	0.223	-0.402
O	-1.82	-6.739	0.001	-0.137	0.473	-0.469
O	3.342	-7.468	26.015	0.181	0.338	0.516
O	-6.55	-7.697	24.324	-0.019	0.139	0.35
O	2.639	-4.819	-1.799	-0.123	0.239	-0.35
O	-3.713	-4.658	27.218	0.502	-0.332	0.354
O	-0.041	1.998	-1.823	-0.573	0.228	0.008
O	-6.42	-6.929	-0.11	0.052	0.285	-0.186
O	-8.174	-4.768	25.904	-0.304	-0.564	-0.074
O	-9.533	5.885	27.308	-0.478	-0.201	-0.08
O	-5.31	-0.854	24.063	0.078	-0.229	0.14
O	-0.275	-5.935	-5.946	-0.676	0.146	0.175
O	-7.636	0.842	-4.858	0.231	0.033	-0.035
O	1.277	4.024	-0.817	-0.114	0.411	-0.419
O	-3.477	1.486	-5.474	0.092	0.317	0.091
O	-5.816	-7.687	-2.603	0.256	-0.377	0.138
O	-3.668	-2.139	-0.518	-0.111	0.038	-0.298
O	3.858	-3.522	25.669	0.536	-0.205	-0.263
O	-3.757	-6.959	25.817	-0.433	-0.528	0.248
O	-4.806	2.187	-0.159	0.203	0.121	-0.309
O	-4.693	-4.714	24.79	0.035	0.091	0.19
O	-10.568	-2.109	-0.637	0.362	0.016	-0.096
O	-10.762	7.529	25.53	0.02	-0.062	-0.057
O	-1.697	7.998	26.773	-0.038	-0.207	0.103
O	-7.955	2.194	26.613	0.267	0.419	-0.079
O	-8.492	-0.023	-2.536	-0.18	-0.113	-0.004
O	2.13	-2.973	27.562	-0.317	-0.161	0.394
O	3.598	-4.17	0.545	-0.101	0.176	0.471
O	-4.726	5.292	-4.105	-0.057	0.095	-0.032
O	-4.327	-5.987	-3.805	0.45	-0.133	-0.114
O	2.709	-1.152	25.778	0.043	0.573	-0.181
O	-9.19	0.775	-0.038	-0.192	-0.206	-0.146
O	-10.139	-4.561	0.303	0.6	-0.099	0.172
O	-7.239	-2.837	24.35	0.285	0.047	-0.006
O	1.125	-5.89	-3.78	0.25	0.324	0.326
O	-3.255	0.195	25.237	0.214	0.571	0.503
O	-9.414	-5.877	-4.035	0.119	0.073	-0.594
O	-8.393	-0.066	25.295	0.073	-0.14	-0.692
O	-6.795	5.957	25.046	-0.412	-0.341	0.3
O	1.924	0.225	-2.278	-0.007	-0.417	0.726
O	-5.574	-3.621	-3.891	0.084	0.345	-0.102
O	-5.305	-0.015	1.369	-0.111	-0.041	-0.378
O	-9.72	-0.744	-4.795	-0.229	0.21	0.35
O	-1.743	7.137	-1.085	0.1	-0.094	-0.503
O	-1.34	-6.774	24.75	-0.125	0.322	0.206
O	-9.169	1.14	22.234	0.337	0.151	0.045
O	-0.287	-7.175	-2	-0.263	0.436	-0.075
O	4.4	-6.078	-3.198	-0.379	0.646	-0.275
O	-9.144	5.074	-5.343	-0.273	-0.097	-0.226
O	3.663	0.118	-4.236	0.164	0.095	-0.046
O	1.892	-5.272	26.233	-0.298	0.199	-0.362
O	1.855	2.129	24.706	-0.025	-0.056	0.191
O	3.692	4.413	0.142	0.122	0.209	-0.095
O	0.796	7.793	-3.879	-0.262	-0.402	0.34
O	-1.572	-1.543	-4.085	0.066	0.107	-0.367
O	1.935	-3.017	24.062	-0.246	0.108	0.025
O	2.869	7.617	-5.43	0.066	0.19	-0.169
O	3.248	4.81	-2.403	0.05	0.456	-0.282
O	-7.729	-1.522	27.343	-0.098	0.077	-0.132
O	-7.439	-1.827	-4.217	0.509	-0.004	-0.111
O	2.02	3.699	27.086	0.358	-0.134	0.141
O	-10.754	5.414	23.634	0.056	-0.46	0.328
O	-3.342	5.23	-1.911	0.29	-0.065	-0.102
O	-10.851	2.666	0.854	0.108	0.099	-0.47
O	-0.692	2.969	0.528	-0.378	-0.412	0.287
O	-5.344	-2.551	27.262	0.068	0.342	-0.645
O	-1.438	-1.633	24.57	-0.057	-0.584	0.317
O	-2.462	-3.022	-5.965	0.062	-0.203	-0.26
O	2.703	-1.955	-5.558	-0.441	-0.021	0.62
O	-4.309	6.186	24.705	-0.304	0.185	0.012
O	5.266	-7.575	-5.133	0.372	0.277	-0.68
O	-1.538	3.145	26.007	-0.5	0.028	-0.086
O	3.158	-2.33	-1.274	-0.274	0.174	-0.493
O	-7.727	-5.875	-2.051	0.016	0.416	-0.094
O	-1.502	-1.126	-1.517	0.409	-0.168	0.016
O	1.515	1.559	0.184	0.051	-0.326	-0.307
O	0.888	1.549	-4.223	0.552	-0.296	-0.125
O	2.193	6.445	-0.606	0.046	0.347	-0.394
O	-7.132	1.827	-1.226	0.024	-0.131	-0.29
O	-5.977	-5.871	26.823	-0.068	-0.411	0.183
O	2.947	3.773	-4.784	0.209	-0.128	-0.169
O	4.942	6.252	-4.488	-0.123	-0.072	-0.046
O	-7.285	3.324	-5.932	0.29	0.228	0.416
O	1.088	5.644	-5.255	-0.234	0.267	0.152
O	1.277	-7.171	24.452	0.288	-0.289	-0.465
O	-9.673	2.138	24.58	-0.336	0.611	0.373
O	0.217	0.11	23.716	-0.08	-0.007	0.378
O	-7.062	1.859	24.197	-0.142	-0.328	0.038
O	-9.486	-2.468	25.585	-0.665	-0.015	-0.025
O	-1.752	5.447	24.703	0.194	0.117	0.185
O	-2.473	0.747	-3.189	-0.599	-0.137	0.187
O	-9.716	-4.057	-2.238	-0.449	0.255	-0.333
O	-8.223	7.853	26.218	0.239	0.638	0.12
O	-3.005	0.313	0.068	0.298	0.358	-0.107
O	3.634	2.23	-2.701	0.284	0.225	0.071
O	-2.975	-3.75	-3.478	0.009	-0.213	0.325
O	-9.407	5.891	-2.784	0.276	-0.409	-0.125
O	5.174	0.188	23.63	-0.133	-0.096	0.52
O	-4.865	7.787	-4.948	0.384	0.139	-0.245
O	-8.663	7.21	23.773	-0.379	0.286	-0.258
O	0.903	-7.625	26.983	0.155	-0.256	0.033
O	0.144	-5.018	23.59	-0.131	0.132	-0.111

Results
total energy: -99019.567 eV
total energy less fixed offsets of O -438.25, Si -107.07 eV per atom: 4.133 eV
